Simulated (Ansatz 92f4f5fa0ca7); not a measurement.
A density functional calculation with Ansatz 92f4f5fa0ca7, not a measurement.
Periodic cell of 237 atoms, Si146O90P1, from a study of silicon, its oxide and their interface. The atomic structure is a simulated model.
Doubt: the cutoff is far below the 930 eV that the study's wrapper takes by default for these files, so forces and energies are approximate.

Settings: functional PBE; potential files Ansatz PAW; basis plane waves; wave-function cutoff 580 eV; density cutoff ratio 5; exchange-correlation grid ratio 1; k mesh 1 x 1 x 1, Gamma-centred; self-consistency stop 5e-08 eV per atom in the density residual; occupations fixed; spin none; net charge +1 e, with a uniform compensating background and no finite-size correction.

Cell vectors (angstrom)
a 11.6015 0 0
b 0 10.938 0
c 0 0 32.0622

Atoms and the computed forces on them: element, x, y, z (angstrom), force x, y, z (eV/angstrom)
Si -0.2291 -0.0865 23.2978 -0.0595 -0.131 -0.1333
Si 3.6803 0.205 23.1249 0.0797 -0.156 -0.2622
Si 7.544 -0.1351 23.4587 -0.0292 -0.11 -0.1295
Si 1.6777 1.3238 23.4702 -0.0114 0.4668 -0.5471
Si 5.7323 1.4165 23.2016 0.0709 0.0895 -0.1609
Si 9.4305 1.2273 23.3686 -0.0781 0.119 -0.1999
Si 0.1906 5.3215 23.4244 -0.1013 -0.0626 -0.2144
Si 4.1087 5.3079 23.3674 0.0261 -0.0794 -0.2651
Si 8.0416 5.6134 23.5463 -0.0089 -0.1466 -0.1106
Si 2.1646 6.6086 23.3615 0.0225 0.1322 -0.1426
Si 5.9705 6.7674 23.485 0.0567 0.1655 -0.078
Si 10.0229 6.8636 23.61 -0.0611 0.1463 -0.1046
P 1.9083 2.6676 25.3735 0.0541 0.0409 0.0037
Si 5.8274 2.6625 25.2591 0.0061 -0.062 -0.0478
Si 9.636 2.6822 25.2591 -0.006 -0.106 -0.0066
Si 11.618 4.0012 25.3247 0.0177 0.0314 0.3036
Si 3.9016 4.0162 25.3067 -0.0804 -0.235 0.1665
Si 7.749 4.1058 25.347 0.004 0.0842 0.0174
Si 1.9738 8.1543 25.1948 -0.0012 -0.0269 -0.0409
Si 5.7713 8.1709 25.3685 -0.0126 -0.0363 -0.0367
Si 9.7102 8.2624 25.4414 -0.0164 -0.0619 0.019
Si 11.6383 9.5516 25.2691 -0.04 -0.0385 -0.0083
Si 3.86 9.5894 25.0661 0.0693 -0.0196 -0.0224
Si 7.6876 9.5175 25.4147 0.0233 0.0227 -0.016
Si 11.6418 0.0112 27.1841 0.0273 0.0105 0.0153
Si 3.9065 -0.0268 27.0868 -0.0512 0.009 0.0088
Si 7.7586 -0.0153 27.2876 0.0115 -0.0568 0.041
Si 1.9809 1.3465 27.2751 0.019 -0.0765 -0.0479
Si 5.8354 1.3335 27.2034 0.0019 0.0211 -0.0135
Si 9.6889 1.343 27.2118 -0.0127 0.0277 -0.0241
Si 11.6089 5.4548 27.2182 0.0023 -0.0301 -0.0326
Si 3.8317 5.4292 27.225 -0.0117 0.0012 0.0235
Si 7.7144 5.4631 27.2769 0.014 -0.0396 -0.0014
Si 1.9338 6.8315 27.1669 -0.0147 0.0045 0.0404
Si 5.7581 6.7941 27.2683 0.0255 0.0302 -0.003
Si 9.6642 6.8042 27.2839 -0.037 0.0329 0.0098
Si 1.9458 2.7555 29.1734 -0.0482 -0.0301 0.0396
Si 5.797 2.7246 29.1253 0.0212 -0.0169 0.0465
Si 9.6777 2.7315 29.1436 -0.0187 -0.0312 0.0479
Si 0.0047 4.1027 29.1542 0.0015 0.0154 0.0106
Si 3.8726 4.0951 29.1694 0.025 0.0503 0.0237
Si 7.7316 4.0891 29.1922 0.0178 0.032 -0.031
Si 1.9392 8.1955 29.1103 0.0049 0.0291 0.0128
Si 5.7843 8.1942 29.1768 0.0228 -0.0057 -0.0435
Si 9.6812 8.1978 29.2043 0.0384 -0.0336 -0.0522
Si 0.0144 9.5747 29.1306 -0.0022 -0.0267 0.0758
Si 3.8656 9.5775 29.0805 -0.0409 0.0013 0.1067
Si 7.7367 9.5458 29.2056 -0.019 0.0153 -0.0753
Si 0.0015 0.0051 31.0832 -0.0022 -0.0229 -0.0066
Si 3.8622 0.0107 31.0507 -0.0034 -0.0537 -0.0111
Si 7.731 0.007 31.1122 0.0077 -0.0197 0.0183
Si 1.93 1.3712 31.0898 0.0066 -0.0215 0.0691
Si 5.798 1.3702 31.0614 -0.0108 -0.0025 -0.0051
Si 9.6679 1.3646 31.0897 0.0011 0.0304 -0.0143
Si 0.009 5.4758 31.0856 -0.0088 0.0064 0.002
Si 3.8692 5.4839 31.0938 0.0072 -0.0131 0.0368
Si 7.7387 5.4746 31.123 0.0084 -0.0134 -0.0307
Si 1.9376 6.846 31.063 -0.0004 0.0314 0.01
Si 5.802 6.8406 31.1079 -0.0209 0.008 0.0364
Si 9.6783 6.8345 31.1351 0.0212 0.0335 0.0373
Si 1.9317 2.7505 0.9704 -0.0162 0.0376 -0.0134
Si 5.7966 2.7504 0.9231 0.0196 0.0091 0.03
Si 9.667 2.738 0.9694 -0.0102 -0.0104 -0.0248
Si -0.0129 4.1105 0.9508 0.0357 -0.0115 0.028
Si 3.8657 4.1178 0.969 -0.0069 0.0048 -0.0031
Si 7.7409 4.1139 0.9969 -0.0253 -0.0048 -0.0111
Si 1.9293 8.2182 0.9383 0.0023 0.0028 0.0323
Si 5.7989 8.2301 0.9608 -0.0186 0.0065 0.0249
Si 9.6678 8.2241 1.0041 0.0186 -0.0102 -0.0249
Si -0.003 9.5946 0.9777 0.0251 -0.0168 -0.0243
Si 3.8599 9.5926 0.9521 -0.0097 0.0125 -0.0276
Si 7.739 9.5826 0.9861 -0.0189 0.0121 -0.0073
Si 11.6099 0.0372 2.9175 0.0011 0.0108 0.0031
Si 3.8545 0.0247 2.9092 0.0097 0.0014 -0.0023
Si 7.7418 0.0257 2.905 -0.0047 0.0005 -0.0021
Si 1.9337 1.4056 2.9178 0.0065 -0.0185 0.0027
Si 5.8116 1.3685 2.8332 -0.0067 0.0045 -0.0027
Si 9.6622 1.3889 2.9222 -0.004 0.0016 0.0046
Si 11.5653 5.5029 2.8656 0.0168 0.0112 -0.0038
Si 3.8782 5.497 2.9059 -0.0122 0.0132 0.0093
Si 7.7373 5.5158 2.9201 0.0022 0.0154 0.0102
Si 1.9139 6.8247 2.8557 -0.0013 0.0007 -0.0166
Si 5.8092 6.8636 2.8838 -0.0045 0.0021 -0.003
Si 9.6609 6.9016 2.9683 0.0024 -0.0051 0.0064
Si 1.9128 2.8327 4.8195 0.007 0.0229 -0.0201
Si 5.837 2.7248 4.7462 -0.0001 0.0155 -0.0165
Si 9.5998 2.7984 4.8362 0.0087 0.0126 -0.0123
Si 11.5427 4.1363 4.7802 -0.009 -0.0206 -0.0216
Si 3.9187 4.0978 4.8196 0.0018 -0.0069 -0.0095
Si 7.7178 4.2059 4.8833 -0.0094 -0.0073 0.0028
Si 1.8866 8.1491 4.8002 0.0058 0.009 -0.0165
Si 5.809 8.2603 4.7859 -0.0028 0.0165 -0.0056
Si 9.6624 8.3212 4.9086 0.0033 0.0192 -0.0043
Si 11.6319 9.6553 4.8836 0.008 -0.0215 -0.0117
Si 3.8182 9.4866 4.7861 -0.0059 -0.0095 -0.0269
Si 7.7234 9.6769 4.8893 -0.0059 -0.0094 -0.0156
Si 11.5959 0.2286 6.7765 -0.0094 -0.0148 0.1156
Si 3.7528 -0.0559 6.6555 -0.0069 -0.0019 0.1317
Si 7.712 0.0533 6.9122 0.0077 -0.03 0.114
Si 2.0475 1.5025 6.7565 0.0264 -0.0006 0.1069
Si 5.7127 1.2739 6.6227 -0.0277 0.0155 0.0778
Si 9.6459 1.52 6.8342 -0.0069 0.0209 0.1181
Si 11.5251 5.4962 6.7022 0.0023 -0.0182 0.1053
Si 3.9819 5.4289 6.7887 0.0042 -0.0079 0.0969
Si 7.7367 5.6691 6.8284 -0.0132 -0.0374 0.1151
Si 1.9749 6.6413 6.652 0.0047 0.0237 0.1259
Si 5.8119 6.9761 6.7466 -0.01 0.0252 0.1062
Si 9.7546 7.0386 6.9125 0.0061 0.0349 0.1149
O 9.994 7.9721 8.3006 -0.0382 -0.0853 -0.1619
O 7.6596 9.932 8.2239 0.0344 0.0898 -0.1612
O 7.3999 4.7293 8.1648 0.0014 0.0764 -0.2201
O 3.375 10.3466 8.2087 -0.0049 0.0562 -0.2388
O 2.0407 7.5458 8.0309 0.0019 -0.0656 -0.2267
O 4.0051 4.5805 8.2442 -0.0076 0.0668 -0.1384
O 9.7798 2.4449 8.2252 -0.0269 -0.0882 -0.1713
O 2.6132 2.3368 8.1188 -0.0568 -0.0426 -0.1352
O 11.3863 4.5694 8.073 0.0386 0.0844 -0.1817
O 5.3622 2.3597 7.8254 0.05 -0.055 -0.1474
O 5.8147 7.9778 8.0883 -0.0198 -0.085 -0.1677
O 11.3204 10.3081 8.1568 0.0321 0.1043 -0.1926
O 11.286 10.0842 21.8053 0.0606 0.1812 0.2677
O 3.2071 10.7332 21.5438 -0.0283 0.1208 0.4028
O 5.7831 7.7677 22.1637 -0.0692 -0.1645 0.2
O 4.2173 4.453 21.9253 -0.0961 0.123 0.2795
O 7.6752 9.6958 22.1908 0.0198 0.0902 0.1736
O 10.3291 7.6729 22.1912 0.011 -0.1588 0.2431
O 1.5647 2.3974 22.2032 0.1183 -0.1365 0.361
O 5.9464 2.4443 21.8901 -0.0214 -0.1307 0.2056
O 8.4435 4.6938 22.2174 0.0026 0.0828 0.2765
O -0.0673 4.4691 22.0018 0.0095 0.1538 0.2332
O 2.3403 7.432 21.9403 -0.0036 -0.0931 0.3143
O 9.1169 1.8796 21.8714 0.0164 -0.0887 0.3107
Si 1.9143 7.7785 9.6132 -0.0075 -0.0203 0.2425
Si 5.0336 0.5808 17.6968 0.0859 0.0065 -0.3091
Si 2.4924 5.4208 14.032 0.0191 -0.0054 -0.0636
Si 10.571 3.8601 14.0647 -0.0147 -0.0074 -0.0418
Si 8.282 2.3868 15.2644 0.0159 0.038 -0.1475
Si 9.5508 2.2401 20.3489 -0.075 -0.0461 -0.4303
Si 10.5054 3.6477 9.079 0.0105 0.0018 0.2717
Si 0.0306 2.3151 11.5738 0.0133 -0.0358 0.1272
Si 11.0246 8.1312 15.4024 0.0311 0.0026 -0.1196
Si 5.166 6.9343 13.9947 -0.023 -0.0031 -0.0258
Si 5.7495 2.6156 11.1197 0.0292 -0.0168 0.154
Si 8.5751 7.6764 19.3985 -0.0168 -0.0118 -0.3728
Si 8.1251 4.8447 20.6319 0.0224 0.0646 -0.3317
Si 5.9201 9.5891 15.2107 -0.0139 -0.0477 -0.14
Si 2.1091 7.6471 20.3481 0.0064 -0.0569 -0.3732
Si 1.933 4.8738 18.8161 -0.0273 0.0159 -0.3985
Si 4.5 3.4407 18.0167 0.0494 0.0217 -0.3572
Si 8.5072 8.9276 16.8243 0.0187 0.0358 -0.2486
Si 0.8288 9.4802 13.3042 0.0071 0.0153 0.0023
Si 9.909 10.6504 11.7259 0.0031 0.0344 0.1249
Si 5.3565 3.7041 21.012 0.0582 -0.0322 -0.4433
Si 0.5947 5.5193 16.2794 -0.0198 0.0316 -0.2454
Si 10.7828 9.146 9.148 -0.0013 0.0013 0.2746
Si 6.5595 8.9032 21.2929 0.0403 -0.0025 -0.3222
Si 7.1164 7.104 11.4884 0.0025 -0.0103 0.1438
Si 2.6728 0.7345 12.2175 -0.0325 0.0132 0.0975
Si 10.8913 8.6813 21.0466 -0.0141 -0.0634 -0.4111
Si 6.0397 4.3245 15.6344 0.027 0.0165 -0.1811
Si 7.0858 0.49 12.9799 0.0167 -0.0066 0.0123
Si 4.0592 2.9741 8.5928 0.0171 -0.0114 0.2421
Si 0.8803 6.7389 11.9048 -0.0196 0.0005 0.1044
Si 6.5701 9.0438 9.0786 -0.007 -0.0084 0.2585
Si 0.67 3.2694 21.161 -0.0383 0.0238 -0.5121
Si 9.8017 6.5049 12.8992 -0.0028 -0.0124 0.0238
Si 7.7125 4.534 9.7498 -0.0198 -0.0047 0.2467
Si 3.9688 10.0854 20.2335 0.0526 -0.0146 -0.4721
Si 4.2616 3.038 13.5318 -0.0354 -0.0035 -0.0196
Si 3.8536 10.0098 9.7387 -0.0036 0.0037 0.2519
Si 8.0542 0.7801 18.039 -0.0491 -0.0258 -0.3162
O 11.5114 3.2235 12.9098 0.0025 -0.0044 -0.0247
O 9.3372 4.4728 9.8836 0.02 -0.0122 -0.0889
O 8.8247 3.61 19.8604 0.0188 0.0079 0.1283
O 4.0323 -0.0473 18.8237 -0.0767 -0.079 0.2671
O 11.3405 4.5287 15.3269 0.0313 0.0252 0.0806
O 9.8574 9.7943 10.3281 0.0228 -0.0479 -0.1385
O 3.763 1.5351 13.1376 0.0066 -0.0039 -0.015
O 0.6525 9.0575 14.8704 -0.014 -0.0153 0.0354
O 6.4725 0.974 18.3892 -0.0085 0.0038 0.1002
O 4.7694 3.1552 19.6044 0.0468 0.0202 0.3074
O 6.2498 1.1824 11.7503 -0.0149 0.0198 -0.0449
O 0.5392 8.6196 9.8709 -0.0228 0.0181 -0.0927
O 5.6461 4.3165 17.2286 -0.0565 -0.0365 0.1632
O 8.4434 7.1916 12.3995 -0.0215 0.0042 -0.0326
O 4.4053 2.6326 10.1572 -0.0504 0.016 -0.1528
O 2.0782 5.6477 15.5909 -0.0271 -0.0077 0.0904
O 3.3751 0.0649 10.9176 0.0365 -0.0423 -0.1123
O 5.8881 7.2184 12.5528 0.0167 0.0042 -0.0353
O 2.3049 6.329 19.4323 0.0009 0.082 0.1798
O 0.6616 4.9425 17.799 0.0643 -0.0402 0.2171
O 8.4117 10.6861 12.3727 0.0042 -0.0045 -0.0237
O 5.4736 10.0676 9.7038 0.0178 -0.008 -0.0831
O 0.5892 8.1932 20.1938 -0.0418 0.0257 0.1501
O 9.7758 2.6041 14.7019 -0.0165 -0.0106 0.0347
O 1.9999 10.5911 13.2253 0.0086 0.0055 -0.0164
O 9.9495 9.1039 16.1128 -0.0519 0.0043 0.0838
O 6.1461 10.3608 13.7858 -0.0055 -0.0066 0.0326
O 7.4729 1.5994 14.1023 0.0014 0.0056 0.0318
O 1.6693 3.8645 20.047 -0.0797 -0.1231 0.2868
O 5.9054 5.7906 14.9203 0.0095 -0.0286 0.0441
O 7.3431 8.9488 15.6999 0.0392 -0.004 0.0816
O 1.5072 1.6682 11.6038 -0.0038 0.0085 -0.0365
O 7.1997 8.285 10.3692 -0.0153 0.0556 -0.1304
O 4.3234 1.9888 17.2796 -0.0044 0.0071 0.0989
O 7.0332 3.1606 10.2854 0.0237 0.0285 -0.0806
O 11.5472 7.0038 16.4431 0.0129 -0.0313 0.0807
O 8.2866 10.1408 17.8497 -0.0021 0.0331 0.1165
O 3.2621 8.5373 10.1101 0.0006 0.0057 -0.0775
O 7.5885 3.8396 15.5203 -0.0132 0.0019 0.0459
O 3.1474 4.3122 17.9121 -0.0372 0.0126 0.1362
O 2.9038 3.8926 13.708 0.0036 -0.0011 0.0094
O 1.335 8.2032 12.4469 0.0008 -0.0176 -0.0354
O 1.2073 5.6808 13.0812 -0.003 0.0046 -0.0051
O 4.9802 8.3038 14.8672 0.0118 0.0241 0.0344
O 11.1756 2.3666 20.3548 0.0968 0.032 0.1587
O 10.9773 9.9888 12.7614 -0.0172 0.0011 -0.0275
O 5.2871 3.5768 12.3663 0.0133 -0.0061 -0.0422
O 5.0898 3.1952 14.9201 0.0185 0.0104 0.0571
O 6.494 4.7971 20.557 -0.0236 -0.0147 0.1264
O 8.3934 1.5632 16.6577 -0.0115 -0.0609 0.1714
O 10.4071 1.2409 11.4644 -0.0003 0.0071 -0.0398
O 10.8755 6.6071 11.6673 0.0106 0.0036 -0.0358
O 3.2419 8.6903 19.8411 -0.0211 0.0339 0.1429
O 1.7201 6.4336 10.5321 0.0193 0.0225 -0.1014
O 7.1569 8.2135 19.9669 -0.0847 0.0524 0.1854
O 8.4969 7.5871 17.7665 0.0067 -0.051 0.2126
O 3.6752 6.4331 13.6173 0.001 -0.0004 0.0112
O 9.5736 4.9585 13.3674 0.0055 0.0013 0.0028
O 5.4978 9.9977 20.7726 -0.0086 -0.0087 0.1465
O 10.3255 7.3713 14.156 0.0073 0.0099 0.0337
O 8.7772 6.175 19.9802 -0.0182 -0.075 0.1365
O 7.0667 5.7084 10.6602 0.0129 -0.0407 -0.085
O 5.2618 10.5393 16.3876 -0.0346 0.0701 0.1515
O 9.0482 1.1488 19.2653 0.1019 0.0915 0.2352
O 11.5713 3.1668 10.1948 -0.0357 0.042 -0.1353
O 9.733 8.7156 19.9016 0.0951 0.0465 0.1999

Results
free energy: -144757.748 eV
free energy less fixed offsets of O -568.88, P -755.39, Si -635.61 eV per atom: -4.098 eV

The program warned: the cutoff lies below the one the program advises for these potential files; the forces do not sum to zero within the program's tolerance; the exchange-correlation potential is rough where the density is thin.
